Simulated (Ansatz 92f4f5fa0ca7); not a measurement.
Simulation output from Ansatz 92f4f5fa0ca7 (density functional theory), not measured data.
Periodic cell of 414 atoms, Si266O148, from a study of silicon, its oxide and their interface. The atomic structure is a simulated model.
Doubt: the cutoff is far below the 930 eV that the study's wrapper takes by default for these files, so forces and energies are approximate.
This geometry differs little from another in the collection (a relaxation step or a small displacement).

Settings
functional: PBE
potential files: Ansatz PAW
basis: plane waves
wave-function cutoff: 580 eV
density cutoff ratio: 5
exchange-correlation grid ratio: 1
k mesh: 1 x 1 x 1, Gamma-centred
self-consistency stop: 5e-08 eV per atom in the density residual
occupations: fixed
spin: none
net charge: 0

Cell vectors (angstrom)
a	15.4687	0	0
b	0	12.8259	0
c	0	0	36.3181

Atoms: element, x, y, z (angstrom)
Si	-0.0086	1.1716	33.6506
Si	3.8973	1.1703	33.6609
Si	7.7597	1.1699	33.6342
Si	11.597	1.1767	33.6297
Si	1.9644	7.5956	33.6421
Si	5.8024	7.5933	33.6444
Si	9.6889	7.589	33.6496
Si	13.556	7.5894	33.6435
Si	1.9336	5.247	34.0512
Si	5.8008	5.247	34.0512
Si	9.6679	5.247	34.0512
Si	13.5351	5.247	34.0512
Si	0	11.6599	34.0512
Si	3.8672	11.6599	34.0512
Si	7.7343	11.6599	34.0512
Si	11.6015	11.6599	34.0512
Si	0	4.664	35.2879
Si	3.8672	4.664	35.2879
Si	7.7343	4.664	35.2879
Si	11.6015	4.664	35.2879
Si	1.9336	11.0769	35.2879
Si	5.8008	11.0769	35.2879
Si	9.6679	11.0769	35.2879
Si	13.5351	11.0769	35.2879
Si	0	2.332	35.7001
Si	3.8672	2.332	35.7001
Si	7.7343	2.332	35.7001
Si	11.6015	2.332	35.7001
Si	1.9336	8.745	35.7001
Si	5.8008	8.745	35.7001
Si	9.6679	8.745	35.7001
Si	13.5351	8.745	35.7001
Si	1.9336	1.749	0.6188
Si	5.8008	1.749	0.6188
Si	9.6679	1.749	0.6188
Si	13.5351	1.749	0.6188
Si	0	8.162	0.6188
Si	3.8672	8.162	0.6188
Si	7.7343	8.162	0.6188
Si	11.6015	8.162	0.6188
Si	0	5.83	1.031
Si	3.8672	5.83	1.031
Si	7.7343	5.83	1.031
Si	11.6015	5.83	1.031
Si	1.9336	12.2429	1.031
Si	5.8008	12.2429	1.031
Si	9.6679	12.2429	1.031
Si	13.5351	12.2429	1.031
Si	1.9336	5.247	2.2678
Si	5.8008	5.247	2.2678
Si	9.6679	5.247	2.2678
Si	13.5351	5.247	2.2678
Si	0	11.6599	2.2678
Si	3.8672	11.6599	2.2678
Si	7.7343	11.6599	2.2678
Si	11.6015	11.6599	2.2678
Si	1.9336	2.915	2.68
Si	5.8008	2.915	2.68
Si	9.6679	2.915	2.68
Si	13.5351	2.915	2.68
Si	0	9.328	2.68
Si	3.8672	9.328	2.68
Si	7.7343	9.328	2.68
Si	11.6015	9.328	2.68
Si	-0.1467	0.2872	27.2136
Si	4.3487	0.2581	26.4034
Si	7.5265	0.6052	26.856
Si	12.1032	-0.1802	27.0226
Si	1.6323	6.4468	27.0692
Si	6.2562	6.481	27.1993
Si	9.3964	6.6179	27.191
Si	13.9478	6.583	27.1467
Si	2.0884	4.1651	27.4954
Si	5.9478	4.2046	27.5514
Si	9.8622	4.3389	27.4123
Si	13.683	4.2674	27.399
Si	0.4167	10.8421	27.0383
Si	4.0144	10.2349	27.2436
Si	7.8744	10.4023	27.1893
Si	11.6202	10.407	27.6113
Si	0.1001	3.5616	28.6637
Si	3.9874	3.7117	28.8047
Si	7.916	3.6095	28.6622
Si	11.734	3.5956	28.6206
Si	2.0762	10.0443	28.5489
Si	5.949	10.0304	28.5528
Si	9.6368	9.9129	28.6894
Si	13.4784	9.8655	28.8527
Si	0.0442	1.3089	29.2787
Si	3.8678	1.4076	29.2811
Si	7.7561	1.3327	29.0808
Si	11.6127	1.2256	28.9356
Si	1.9739	7.7099	29.0585
Si	5.8872	7.7329	29.1502
Si	9.695	7.6541	29.2501
Si	13.5889	7.584	29.2475
Si	1.9677	0.6762	30.454
Si	5.8508	0.6899	30.3413
Si	9.7007	0.6379	30.2336
Si	13.5034	0.6644	30.3248
Si	0.0987	7.0627	30.3907
Si	3.9066	7.1254	30.3157
Si	7.7572	7.0769	30.4348
Si	11.6353	6.9676	30.3914
Si	0.0752	4.7295	30.7302
Si	3.9338	4.817	30.8414
Si	7.8009	4.7401	30.7448
Si	11.6595	4.6467	30.7503
Si	1.9833	11.1478	30.676
Si	5.8518	11.1643	30.6632
Si	9.6673	11.1441	30.7092
Si	13.5804	11.1662	30.7879
Si	1.9786	4.1176	31.9907
Si	5.8678	4.1211	31.9888
Si	9.7085	4.0901	31.9805
Si	13.6006	4.1113	31.9763
Si	0.0602	10.5427	31.9686
Si	3.9095	10.5593	31.9318
Si	7.7457	10.549	31.9621
Si	11.6087	10.5197	31.956
Si	1.9534	1.8005	32.493
Si	5.8268	1.7916	32.4261
Si	9.6795	1.7526	32.3514
Si	13.531	1.7808	32.404
Si	0.0344	8.2127	32.435
Si	3.8894	8.2365	32.3947
Si	7.7491	8.2252	32.4637
Si	11.6238	8.1829	32.4133
Si	0	2.332	3.9167
Si	3.8672	2.332	3.9167
Si	7.7343	2.332	3.9167
Si	11.6015	2.332	3.9167
Si	1.9336	8.745	3.9167
Si	5.8008	8.745	3.9167
Si	9.6679	8.745	3.9167
Si	13.5351	8.745	3.9167
Si	1.8761	6.395	4.3188
Si	5.7586	6.3943	4.3
Si	9.6648	6.3971	4.314
Si	13.4947	6.3984	4.3651
Si	-0.0547	12.8219	4.3323
Si	3.8264	12.8206	4.3167
Si	7.7367	12.8228	4.3319
Si	11.5572	12.8135	4.3446
Si	-0.0381	5.7757	5.5943
Si	3.809	5.7423	5.4817
Si	7.7061	5.7318	5.4401
Si	11.5448	5.7829	5.6198
Si	1.875	12.2493	5.5593
Si	5.7753	12.235	5.5085
Si	9.6374	12.2138	5.6334
Si	13.4738	12.2016	5.5787
Si	-0.037	3.4486	6.0165
Si	3.847	3.4312	6.0367
Si	7.7354	3.4362	6.0191
Si	11.586	3.4305	6.0774
Si	1.84	9.9114	5.9502
Si	5.8081	9.9043	5.9533
Si	9.6383	9.8695	6.0295
Si	13.4598	9.8608	6.026
Si	1.8793	2.8795	7.2811
Si	5.8114	2.9	7.3083
Si	9.6344	2.8168	7.3336
Si	13.5431	2.8256	7.3392
Si	-0.0665	9.2156	7.2103
Si	3.8154	9.2718	7.0169
Si	7.694	9.1958	7.2202
Si	11.538	9.2852	7.3439
Si	-0.0464	6.9188	7.6705
Si	3.7648	6.9722	7.4479
Si	7.6438	6.8439	7.459
Si	11.4568	6.9358	7.6988
Si	1.7982	13.3548	7.6535
Si	5.7353	13.372	7.5583
Si	9.5934	13.3123	7.7585
Si	13.4428	13.2878	7.676
Si	1.9723	6.4356	8.8574
Si	5.6714	6.3607	8.6203
Si	9.4429	6.2289	8.8125
Si	13.4368	6.2924	8.8287
Si	-0.1112	12.5005	8.8195
Si	3.7882	12.7753	8.7323
Si	7.5803	12.5679	8.7759
Si	11.5405	12.7415	9.0205
Si	1.9974	4.1466	9.3007
Si	5.6353	4.1135	9.3919
Si	9.731	3.9599	9.4214
Si	13.6282	4.0187	9.4282
Si	-0.0847	10.1891	9.3458
Si	3.7993	10.4637	8.9937
Si	7.6485	10.3289	9.3129
Si	11.541	10.4099	9.4856
Si	0.1909	3.6495	10.6755
Si	3.7825	3.3236	10.6075
Si	8.1724	3.3506	11.1316
Si	11.6871	3.4392	10.6244
Si	2.0359	9.8301	10.3791
Si	5.5699	9.9258	10.3883
Si	9.5436	9.9538	10.713
Si	13.4396	9.6391	10.7172
Si	-0.316	0.6271	10.9137
Si	3.9963	0.9688	10.8355
Si	7.1605	0.4635	10.9589
Si	11.9926	1.115	11.0518
Si	2.5875	7.5917	10.8551
Si	5.654	7.5934	10.5864
Si	8.6983	6.9951	10.9154
Si	13.2906	7.2811	10.9371
O	13.6025	13.7202	11.3385
O	5.5992	13.7037	11.2694
O	5.9565	0.4745	26.4143
O	11.6286	-0.0766	25.4362
O	3.0866	7.9667	15.4495
O	7.0904	7.0987	11.3086
O	7.815	6.7922	26.7064
O	0.0565	6.7682	26.6632
O	8.2354	3.3929	12.7875
O	3.0256	13.146	12.0158
O	9.494	10.7008	12.1971
O	13.4713	10.2778	12.2688
O	11.9274	6.8629	11.7851
O	4.1659	7.2137	11.2814
O	9.3937	5.8945	11.9176
O	3.9136	3.9339	12.1452
O	7.6733	12.4976	12.2939
O	5.0235	10.8105	11.7176
O	2.0779	10.6363	11.8267
O	15.9521	2.0381	10.7862
O	11.5237	4.2549	12.0821
O	11.2742	13.3845	12.4235
O	-0.8708	6.6703	11.7492
O	0.3937	12.6454	12.1414
O	13.0099	7.1583	25.9161
O	3.6497	1.1154	25.2276
O	8.3107	1.469	25.7014
O	5.2346	6.7679	25.9487
O	7.7152	9.7504	25.6822
O	2.4624	3.4217	26.0662
O	11.7271	9.524	26.2049
O	4.0161	-1.3129	26.1916
O	10.3462	7.2581	26.0091
O	10.2218	3.9224	25.8483
O	5.8538	3.5254	26.0323
O	13.7014	0.1907	26.9149
O	0.4764	1.2523	26.0233
O	2.5371	6.832	25.7438
O	0.486	10.5531	25.4037
O	13.7691	3.7656	25.818
Si	10.3319	13.7516	17.688
Si	12.2099	-0.7385	24.0424
Si	9.7924	11.5194	15.7278
Si	10.4348	3.9132	24.2401
Si	16.1838	10.1872	21.2408
Si	13.5722	3.471	24.2359
Si	10.9886	13.5513	14.0189
Si	1.4642	3.0117	20.5221
Si	17.4027	8.5009	16.4612
Si	0.7259	4.4303	13.7965
Si	4.507	12.9943	17.6088
Si	12.8839	14.3763	16.2362
Si	4.4691	3.3282	20.6698
Si	7.7629	9.6425	24.0446
Si	8.2184	15.247	14.1231
Si	10.755	9.4322	23.1425
Si	15.0826	6.7933	17.3702
Si	-4.6509	9.7122	17.9618
Si	5.2974	8.1546	22.7948
Si	11.6958	8.0428	25.5285
Si	11.1323	8.0374	20.4756
Si	5.3682	13.8031	14.6283
Si	5.7392	3.5759	24.4088
Si	11.6645	3.6958	20.4755
Si	-1.0232	4.8458	21.6229
Si	15.6168	0.5631	17.0278
Si	4.583	8.5895	15.3056
Si	3.9391	7.5908	25.4115
Si	2.9833	2.5485	24.8037
Si	1.8775	12.0891	12.5233
Si	10.9366	5.738	12.4529
Si	0.012	13.1614	20.2331
Si	3.9153	10.284	20.8425
Si	-0.1712	11.2183	24.0493
Si	10.1674	3.9883	17.6859
Si	3.8182	3.6561	13.7537
Si	19.5194	9.9547	17.8262
Si	7.9217	12.1892	22.1678
Si	0.2295	7.1493	12.8638
Si	14.1055	4.2983	15.9082
Si	14.0922	9.7809	13.7036
Si	0.3563	1.3827	24.3876
Si	2.359	2.3675	17.6572
Si	6.4375	5.39	22.2143
Si	8.1807	1.808	24.0971
Si	0.8194	11.1277	15.1616
Si	12.753	8.5056	16.144
Si	9.664	5.4921	21.9306
Si	8.2272	11.1934	13.0979
Si	5.4341	10.8134	13.3075
Si	11.5538	5.8375	15.4499
Si	5.4815	5.8218	15.4977
Si	5.2974	13.0299	20.4854
Si	-1.089	7.6086	20.3803
Si	7.54	4.2097	16.5995
Si	-2.9444	13.5525	21.3926
Si	4.6979	4.1131	17.5646
Si	10.2821	-0.7299	20.0587
O	14.8435	5.2152	17.039
O	11.2127	4.0319	18.9363
O	16.5703	9.6003	15.6169
O	13.0399	5.2548	15.1226
O	12.1331	14.443	14.7793
O	9.4585	12.7072	16.7938
O	5.5643	12.9246	18.8626
O	11.6008	7.3526	16.0534
O	16.6016	7.2048	16.9899
O	0.4177	12.7151	23.7434
O	15.1654	3.6823	14.8253
O	11.7387	-0.5285	20.7324
O	6.954	10.1814	13.2423
O	6.8481	14.3698	14.2538
O	6.6757	-0.1276	21.2714
O	11.9469	13.6419	17.3735
O	12.3395	9.5232	17.3655
O	13.6677	11.341	24.2157
O	9.1123	-1.0937	21.1343
O	14.7454	6.4471	21.4753
O	8.5697	11.4031	14.67
O	1.1624	14.6379	16.6985
O	2.9064	16.2781	21.1879
O	3.4081	16.1793	16.8776
O	12.3124	0.5098	22.9963
O	17.171	7.2188	12.1802
O	14.2209	4.5814	23.2254
O	4.0688	7.7597	23.8032
O	4.8029	9.4101	21.8921
O	10.8115	4.8744	16.4998
O	-0.2936	8.575	13.4331
O	5.7269	6.8374	21.9173
O	11.9194	2.1303	20.8363
O	4.5613	9.7496	14.1696
O	12.7538	7.8328	20.3751
O	14.1603	7.7988	16.4928
O	3.9412	11.4989	17.3255
O	6.6085	8.5722	23.6618
O	2.3282	9.9213	21.0592
O	10.9077	9.2716	21.5276
O	-0.214	8.9738	20.636
O	4.1598	3.3605	24.002
O	8.4662	0.5424	23.1339
O	0.4403	6.0386	14.044
O	4.2698	14.9318	14.1181
O	3.2499	13.9042	18.1449
O	10.31	6.7627	21.1116
O	4.5232	3.9539	19.1615
O	1.6498	15.9838	18.8977
O	9.9195	13.4721	19.2418
O	4.8545	14.5694	20.8024
O	-2.4116	4.494	20.8034
O	-0.6624	7.0076	18.9401
O	9.5282	14.2719	14.1355
O	-1.3798	0.6517	21.0019
O	0.2456	3.9696	21.053
O	9.9785	10.1049	16.5685
O	10.1177	5.3748	23.5223
O	6.6693	2.3679	23.8096
O	4.84	4.7193	14.4668
O	5.5919	4.2167	21.4514
O	8.6072	4.5175	17.8214
O	18.0501	9.2532	17.7549
O	13.3075	3.0791	16.6535
O	11.0256	12.0765	14.7758
O	10.3402	4.1491	21.3033
O	14.844	11.0465	14.3977
O	5.2241	12.3087	13.9432
O	12.9038	9.2597	14.7018
O	8.2794	3.3426	15.4494
O	5.4905	7.3203	14.8731
O	8.0261	5.4692	21.7864
O	10.5373	8.413	18.967
O	15.2947	0.5213	18.6224
O	9.3264	2.8704	23.6746
O	11.6909	8.3216	23.9162
O	7.0589	5.5692	15.8373
O	4.6854	5.6399	16.9481
O	16.2812	11.9947	16.5336
O	1.6632	2.2404	23.8826
O	9.2252	9.0997	23.5937
O	5.0532	9.1895	16.7698
O	4.18	11.9096	20.9774
O	1.9122	11.8209	14.1396
O	-1.0461	2.0953	23.9515
O	10.7639	5.899	14.0453
O	1.1038	1.4258	20.8
O	2.2461	3.9464	14.1433
O	7.4605	11.0011	23.1885
O	4.5074	9.8403	19.3769
O	11.9641	3.402	23.9211
O	10.5441	10.96	18.9411
O	6.3058	4.9906	23.8069
O	0.2883	10.2706	22.8164
O	9.9602	2.4332	17.2806
O	11.1418	10.965	23.5306
O	14.2584	13.5266	16.1517
O	5.1808	13.585	16.2469
O	6.1747	16.3043	17.1751
O	0.4243	11.6124	20.5015
O	8.156	14.5727	10.8309
O	3.6818	0.6429	27.827
O	8.2428	-0.8587	26.8476
O	15.7932	4.1538	12.2367
O	22.2603	16.8787	10.596
O	-0.8911	10.0337	27.6192
O	19.3892	-3.8166	26.1761
O	9.4727	8.3936	11.2077

Results
free energy: -253273.114 eV
free energy less fixed offsets of O -568.88, Si -635.61 eV per atom: -6.614 eV

Forces (eV/angstrom), in the order of the atoms: element, x, y, z
Si	-0.0043	0.006	-0.0086
Si	-0.0055	0.0064	-0.0071
Si	-0.0007	0.0114	0.0005
Si	-0.0006	-0.001	-0.0057
Si	0.0024	0.0105	-0.0051
Si	0.0013	0.0075	-0.0061
Si	-0.0009	0.006	-0.0013
Si	-0.0004	0.0085	-0.0072
Si	0.0417	0.2165	0.0563
Si	0.1748	0.1865	0.0853
Si	0.0904	0.0494	-0.0351
Si	0.1061	0.1149	-0.0425
Si	0.1943	0.1166	-0.018
Si	0.1042	0.1145	-0.1848
Si	-0.014	0.1563	-0.0636
Si	-0.0255	0.0624	-0.1597
Si	-0.058	0.0452	0.005
Si	-0.0594	-0.0039	-0.0265
Si	-0.0353	0.0409	0.0288
Si	-0.0158	0.0206	-0.0153
Si	-0.07	0.0069	-0.012
Si	-0.0027	-0.0279	-0.0296
Si	-0.0036	-0.0038	-0.0327
Si	-0.0337	-0.0467	-0.0568
Si	-0.0734	0.0462	0.1014
Si	0.087	0.068	0.1627
Si	0.0894	0.0316	-0.0142
Si	-0.046	0.0063	-0.0204
Si	0.0784	0.0369	0.0892
Si	-0.0347	0.0326	0.1061
Si	0.0604	0.0165	0.1093
Si	0.0259	0.0176	0.0625
Si	-0.0003	-0.0283	-0.0183
Si	-0.0237	0.0003	0.0031
Si	-0.0046	0.0029	0.0131
Si	0.0033	-0.0048	0.0001
Si	-0.0687	0.0017	-0.0074
Si	-0.0181	0.0144	0.0285
Si	0.023	-0.0132	-0.0088
Si	-0.0299	0.0105	0.005
Si	0.0425	-0.0228	-0.0061
Si	0.053	-0.0186	-0.0182
Si	0.0371	-0.0063	-0.0038
Si	0.0125	-0.011	-0.0091
Si	0.0629	-0.0057	0.0026
Si	0.0024	0.0257	0.0401
Si	0.004	-0.0202	-0.0133
Si	0.0302	0.0306	0.012
Si	-0.1688	-0.0156	-0.1485
Si	-0.0902	-0.0468	-0.2863
Si	0.0658	-0.0419	-0.1637
Si	-0.0821	0.0232	0.1665
Si	-0.0909	-0.0262	0.0084
Si	-0.1096	-0.0464	-0.0773
Si	0.0547	-0.0348	0.0279
Si	-0.1029	-0.0158	0.0543
Si	0.0084	0.0405	0.0621
Si	0.0384	0.0187	0.0586
Si	-0.0054	0.0563	0.0687
Si	0.0172	0.0371	0.0427
Si	0.0771	-0.0458	-0.0191
Si	0.0258	-0.009	0.0181
Si	-0.012	-0.0508	-0.0288
Si	0.0379	-0.0143	0.0081
Si	-0.0287	0.0235	-0.0328
Si	0.0069	0.0222	-0.0459
Si	0.0297	0.0228	-0.0156
Si	-0.0327	-0.0495	0.0016
Si	-0.0238	-0.0295	0.003
Si	0.0002	-0.0247	0.0482
Si	0.0075	-0.0235	0.0036
Si	0.0265	-0.0338	0.0336
Si	-0.0134	0.0453	0.0221
Si	0.0131	0.0448	0.0086
Si	0.018	0.0317	0.0138
Si	-0.0198	0.0221	0.0108
Si	0.0203	-0.0252	-0.0231
Si	-0.0164	0.0488	-0.0335
Si	0.0174	-0.0082	-0.0307
Si	0.0011	0.0512	-0.0243
Si	0.0079	-0.0097	-0.0421
Si	-0.014	-0.0131	-0.0131
Si	-0.0151	-0.0279	-0.0258
Si	0.0087	-0.0131	-0.0268
Si	0.0226	-0.0153	-0.021
Si	0.0017	-0.0116	0.0024
Si	0.0236	-0.0153	-0.0045
Si	-0.0937	-0.1389	0.0154
Si	0.0138	0.0053	-0.006
Si	0.0782	0.0418	0.074
Si	0.0323	0.0067	-0.0057
Si	-0.0094	0.02	-0.0044
Si	-0.011	0.0107	-0.0065
Si	-0.0029	-0.0086	-0.0279
Si	0.0083	0.0079	0.0029
Si	0.0045	0.0271	0.0017
Si	0.0002	0.0219	0.0037
Si	-0.033	0.0179	0
Si	-0.014	-0.0022	-0.0195
Si	-0.0206	-0.0029	0.0008
Si	-0.0114	0.016	-0.0056
Si	0.006	0.0291	0.0052
Si	-0.0046	0.0011	0.0054
Si	-0.0062	0.0166	-0.0189
Si	0.0093	-0.0038	0.0249
Si	-0.0025	-0.0089	-0.0039
Si	0.0048	0.0109	0.0007
Si	-0.0038	-0.0072	0.0028
Si	0.0028	-0.0028	0.0068
Si	0.0033	0.0009	0.0151
Si	-0.0038	0.0041	0.0099
Si	-0.0008	0.0276	0.0419
Si	-0.0105	-0.001	0.0085
Si	-0.0083	-0.0027	0.0027
Si	0.0048	-0.0061	0.0091
Si	-0.0046	-0.0121	0.0069
Si	-0.0036	-0.0072	0.002
Si	0.0069	0.0014	0.0003
Si	-0.0027	-0.0031	0.0142
Si	0.0017	0.0016	0.01
Si	-0.0025	-0.0088	-0.0072
Si	0.0052	-0.0184	-0.0121
Si	0.0012	-0.0026	-0.0008
Si	0.0085	0.0055	0.008
Si	0.0022	-0.0077	-0.0076
Si	-0.007	-0.0105	-0.0009
Si	-0.0012	-0.0006	-0.0028
Si	0.0015	-0.0047	-0.0032
Si	-0.1415	-0.1273	0.1352
Si	-0.023	-0.1328	0.1885
Si	0.0198	-0.1986	0.163
Si	-0.0408	-0.0693	0.4324
Si	-0.2488	-0.1287	-0.1479
Si	0.0654	-0.1465	-0.1623
Si	0.0182	-0.0979	0.2174
Si	-0.2166	-0.1728	0.2367
Si	-0.004	-0.0029	-0.0044
Si	0.0011	-0.007	-0.0031
Si	-0.0033	-0.0057	-0.0028
Si	-0.0028	-0.0119	-0.0051
Si	0.0049	-0.0054	-0.0061
Si	-0.0014	-0.0019	-0.0108
Si	-0.0017	-0.0038	-0.0113
Si	-0.0048	-0.005	-0.0009
Si	-0.0017	0.0092	-0.0041
Si	0.0097	-0.0068	-0.005
Si	-0.0062	-0.0088	0.0103
Si	0.0107	0.0078	-0.0072
Si	-0.0086	-0.0001	0.0035
Si	-0.0009	-0.0046	0.0033
Si	0.0091	-0.0025	-0.0062
Si	-0.001	-0.001	-0.0069
Si	-0.0006	-0.0043	-0.0168
Si	0.0056	0.0042	-0.0293
Si	-0.008	0.0144	-0.0245
Si	0.002	-0.0063	-0.0241
Si	0.0009	0.012	-0.0141
Si	-0.0099	0.0125	-0.0081
Si	0.0129	0.0146	-0.0163
Si	0.0056	0.0077	-0.0145
Si	-0.0024	-0.0051	0.0059
Si	0.0091	-0.0133	0.005
Si	-0.0031	-0.0005	0.0134
Si	-0.0004	0.0032	-0.0191
Si	-0.0055	0.0057	-0.0099
Si	0.0132	0.0071	0.0099
Si	-0.0052	-0.0313	0.0801
Si	-0.0114	-0.0027	-0.0066
Si	0.0027	-0.014	-0.0077
Si	-0.0003	-0.0083	-0.0022
Si	0.0083	0.0247	-0.0184
Si	0.0012	-0.0133	0.0014
Si	0.0028	-0.0088	0
Si	-0.0072	0.0131	-0.0068
Si	0.0405	0.009	-0.0119
Si	0.0137	-0.0136	-0.0062
Si	0.0009	-0.0094	0.013
Si	0.0042	-0.0085	-0.0149
Si	-0.0022	-0.0026	0.0192
Si	-0.0004	-0.0071	0.0005
Si	0.008	-0.0187	-0.0094
Si	0.0037	-0.0239	-0.004
Si	-0.0289	-0.022	0.0662
Si	-0.0278	-0.0086	0.0032
Si	-0.0003	0.0018	0.0368
Si	-0.0255	-0.0117	-0.0091
Si	0.0213	0.0146	-0.0057
Si	-0.0271	0.0181	0.0204
Si	-0.008	0.0231	0.0165
Si	0.0123	0.0331	-0.005
Si	-0.026	-0.0304	-0.1153
Si	0.0427	0.0105	-0.0021
Si	0.0192	0.0003	-0.0314
Si	0.002	-0.0156	-0.0408
Si	-0.0006	-0.0222	-0.0105
Si	-0.003	-0.0197	-0.0157
Si	0.0124	-0.0524	0.0029
Si	-0.0103	-0.0511	-0.0226
Si	0.0011	-0.0587	0.0251
Si	-0.0044	-0.0386	-0.016
Si	0.0142	0.0142	0.0422
Si	0.0095	0.0246	-0.0067
Si	0.0122	0.0571	-0.0336
Si	0.0182	0.0281	0.005
Si	-0.0198	0.0319	-0.018
Si	-0.0061	0.0351	0.0221
Si	0.0147	-0.0429	-0.0174
Si	0.0027	0.016	0.0269
O	-0.0188	-0.0082	-0.0136
O	-0.0038	0.0155	0.0001
O	0.0076	0.0097	-0.0005
O	0.0012	-0.0025	-0.0599
O	-0.0009	0.0009	-0.0131
O	-0.0132	0.0133	0.0066
O	-0.0061	-0.0001	-0.0254
O	0.0021	0.0082	-0.0154
O	-0.0028	-0.0136	0.0284
O	-0.0339	-0.0225	0.0024
O	-0.0065	0.0244	0.024
O	0.0124	0.0044	0.0239
O	0.0094	0.0027	-0.0152
O	0.0127	0.0064	0.0046
O	0.0209	0.0139	-0.0121
O	0.0016	0.004	0.0551
O	0.0018	-0.0135	-0.0089
O	0.0108	-0.0005	0.036
O	-0.0039	0.0129	-0.0053
O	0.0091	-0.0001	-0.0093
O	0.0046	0.0189	0.0071
O	-0.0141	-0.0055	0.025
O	0.0117	0.0142	-0.0056
O	-0.0018	0.0046	-0.0322
O	-0.0213	0.012	-0.016
O	-0.018	0.0136	-0.0053
O	-0.0001	0.0125	-0.0226
O	-0.0176	0.0059	-0.0142
O	0.002	0.0022	-0.0501
O	0.0114	-0.022	-0.0305
O	0.0007	-0.0232	0.0304
O	-0.0062	-0.0717	-0.0111
O	0.0139	0.0008	-0.0102
O	-0.0013	-0.0016	-0.0333
O	-0.0013	-0.0013	-0.021
O	0.047	-0.0039	0.0258
O	-0.0008	-0.0124	-0.0164
O	0.0207	0.0035	-0.0168
O	-0.0099	0.0126	-0.0137
O	-0.0009	-0.019	-0.0429
Si	-0.0017	-0.002	0.0026
Si	-0.0128	0.0061	0.0162
Si	-0.0061	0.009	0.0009
Si	0.011	-0.0127	0.0059
Si	-0.0013	-0.0028	-0.0053
Si	-0.0109	0.0051	0.0125
Si	-0.0144	-0.0049	-0.0166
Si	-0.0044	0.0057	-0.0019
Si	-0.0016	0.0031	0.0067
Si	0.0031	0.0067	0.0035
Si	0.0079	0.0059	0.002
Si	-0.0044	0.0023	0.0039
Si	0.0029	-0.0009	-0.002
Si	-0.0085	-0.0262	0.0015
Si	0.0097	0.0095	-0.002
Si	0.0087	-0.0123	0.0014
Si	-0.0023	-0.0012	0.0111
Si	-0.0014	0.0053	0.0033
Si	-0.0043	0.0066	0.0125
Si	0.0039	0.0181	-0.0038
Si	0.0018	0.003	-0.0006
Si	0.0051	0.009	0.0103
Si	0.0012	-0.0313	-0.0043
Si	0.0039	0.0012	-0.0021
Si	-0.0023	-0.0031	0.0025
Si	0.0016	-0.001	0.0083
Si	0.0038	0.0089	0.0094
Si	-0.0023	-0.0002	-0.0195
Si	0.0173	-0.0061	0.0042
Si	0.0073	0.0214	0.0078
Si	-0.0219	-0.0167	-0.0178
Si	-0.0041	0.0022	-0.0011
Si	0.0048	-0.0014	-0.0011
Si	-0.003	-0.0017	-0.0122
Si	0.0038	-0.0035	-0.0016
Si	-0.0109	0.0023	-0.0164
Si	0.0016	0	0.0045
Si	-0.0024	0.003	-0.0022
Si	0.0186	-0.0121	0.001
Si	0.0088	-0.0006	-0.0007
Si	-0.0029	-0.0118	-0.0048
Si	0.0024	0.0076	-0.0115
Si	0.0048	-0.0006	0.0058
Si	-0.0008	-0.0069	-0.0028
Si	-0.0002	0.0057	0.004
Si	0.0076	0.0177	-0.0009
Si	0.0046	0.0066	0.0049
Si	0.0055	-0.0029	-0.001
Si	0.0128	-0.0001	0.0121
Si	-0.0044	0.0104	-0.0052
Si	-0.0101	-0.0009	-0.003
Si	-0.0012	-0.0121	0.005
Si	0.0132	-0.0027	-0.0028
Si	-0.0013	-0.0045	-0.0033
Si	0.0087	-0.0128	0.0013
Si	-0.0032	0.0014	0.0034
Si	-0.0025	0.0006	0.0057
Si	0.0001	-0.001	-0.0053
O	0.0001	0.0088	-0.0049
O	-0.001	-0.0022	-0.0065
O	0.006	-0.0119	-0.006
O	0.0022	-0.004	-0.0044
O	0.0142	0.003	0.0058
O	0.0076	-0.0026	-0.0098
O	-0.001	-0.0015	-0.0001
O	0.0016	0.0034	-0.0049
O	-0.0005	0.0021	-0.0094
O	-0.0086	-0.0075	0.0163
O	-0.0161	0.0012	0.0058
O	0.0015	-0.001	-0.0024
O	-0.0113	0.0101	-0.0093
O	-0.0189	-0.0136	-0.0148
O	-0.0117	0.0016	-0.0071
O	0.0035	0.0039	-0.0041
O	0.0015	-0.0038	-0.005
O	0.0131	0.0045	0.0015
O	0.0034	0.0003	-0.001
O	0.0004	0.0064	-0.0054
O	0.012	0.0015	0.0144
O	-0.0003	-0.0015	-0.0095
O	0.0002	0.0004	0.0004
O	0.0019	-0.0002	-0.0064
O	0.0019	0.0009	-0.0158
O	-0.0425	-0.004	0.011
O	0.0052	0.0027	-0.0086
O	0.0187	0.0046	-0.012
O	-0.0004	-0.0037	-0.0004
O	-0.002	-0.0085	0.0022
O	-0.0122	0.0177	-0.0106
O	0.0033	-0.004	-0.0005
O	0.0012	-0.0008	-0.0012
O	0.0013	-0.0103	0.0008
O	0.0049	-0.0005	-0.0029
O	0.0076	-0.0053	-0.0002
O	0.0016	-0.0063	-0.0059
O	0.0122	0.017	-0.0069
O	0.0017	0.0006	-0.0005
O	-0.0009	-0.0041	-0.0093
O	-0.0001	-0.001	-0.0026
O	0.0062	0.0073	-0.0012
O	-0.0003	-0.0041	-0.0025
O	-0.0022	0.0064	-0.0236
O	0.0137	-0.0082	-0.0076
O	-0.0019	0.0033	-0.0058
O	-0.0016	-0.0001	-0.0021
O	0.0017	0.0003	-0.0026
O	0.0016	-0.0018	-0.0014
O	0.0006	0.0032	-0.0046
O	0.0001	-0.0013	-0.0018
O	-0.0032	-0.0019	-0.0032
O	0.0033	-0.0007	-0.0143
O	0.0064	-0.0004	-0.0076
O	0.0061	-0.0035	-0.0063
O	0.0055	-0.003	-0.002
O	0.0025	-0.0039	-0.0051
O	-0.0061	0.0004	-0.0075
O	0.0143	0.0088	-0.0007
O	0.0119	0.014	0.0006
O	-0.002	-0.0008	-0.0016
O	0.002	0.0036	0.0012
O	0.0025	0.0033	-0.0048
O	0.0027	-0.0043	-0.0111
O	-0.0035	-0.0045	-0.0028
O	0.0012	0.0013	0
O	0.0093	0	-0.0043
O	0.0037	0.0049	-0.0077
O	0.003	-0.0005	-0.0025
O	-0.0031	0.0144	0.0118
O	0.0004	0.0002	-0.0102
O	-0.0002	0.0011	-0.0028
O	0.0006	-0.0032	-0.0021
O	0.0028	0.0002	-0.0048
O	-0.0031	0.0016	-0.0014
O	-0.0121	0.0123	-0.0132
O	-0.0007	0.0071	-0.0123
O	0.0007	0.0011	-0.0041
O	-0.0016	0.0034	-0.0017
O	-0.0178	-0.0102	-0.0032
O	-0.0215	0.0142	0.0038
O	0.0009	0.0016	-0.0035
O	0.0037	0.0014	-0.0012
O	-0.0142	-0.0121	0.0161
O	0.0116	-0.0126	0.0006
O	0.0083	0.0043	0.0165
O	-0.0002	-0.0023	-0.0007
O	0.0098	-0.0013	-0.0061
O	0.0073	-0.0005	-0.0083
O	-0.0024	0.0025	-0.0127
O	-0.0023	0.0036	-0.002
O	-0.0001	-0.0053	-0.005
O	0.0016	0.0052	-0.0094
O	0.0033	0.0047	0.002
O	0.0035	0.0054	-0.0044
O	-0.0003	-0.0074	-0.0057
O	-0.0003	0.0034	-0.0111
O	-0.0062	-0.0018	-0.0003
O	0.0022	0.0033	-0.0077
O	0.0011	0.0011	-0.0017
O	0.0075	0.0352	0.0022
O	-0.1064	-0.0394	-0.0511
O	0.0144	-0.0491	0.0101
O	0.0059	0.0081	0.039
O	0.0279	0.0071	0.0144
O	0.0751	0.0798	-0.0651
O	-0.0008	-0.0209	-0.005
O	0.02	0.0371	0.0017

The program warned: the cutoff lies below the one the program advises for these potential files; the exchange-correlation potential is rough where the density is thin.
